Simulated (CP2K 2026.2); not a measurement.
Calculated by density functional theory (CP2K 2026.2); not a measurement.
Periodic cell of 513 atoms, Si351O162, from a study of silicon, its oxide and their interface. The atomic structure is a simulated model.
Doubt: the forces sum to 0.89 eV/angstrom along one axis rather than to zero, so they err by at least 0.0017 eV/angstrom per atom on average; the grid cutoff is modest.
This geometry differs little from another in the collection (a relaxation step or a small displacement).

Settings: functional PBE; method Gaussian and plane waves; basis set DZVP-MOLOPT-SR-GTH; pseudopotentials GTH-PBE; grid cutoff 350 Ry, relative cutoff 50 Ry; k points Gamma only; occupations fixed; spin none; net charge 0.

Cell vectors (angstrom)
a	16.407	0	0
b	0	16.407	0
c	0.1278	0.4052	34.3117

Atoms and the computed forces on them: element, x, y, z (angstrom), force x, y, z (eV/angstrom)
Si	16.242	0.414	0.129	-0.009	-0.066	0.177
Si	2.966	3.083	34.223	-0.051	0.123	0.226
Si	16.076	5.898	0.362	0.008	0.001	0.195
Si	2.374	8.575	0.065	0.039	-0.037	0.197
Si	0.335	10.952	0.202	-0.063	-0.016	0.201
Si	3.122	13.371	0.188	-0.058	0.115	0.177
Si	5.25	0.833	34.218	0.086	-0.037	0.184
Si	7.948	3.242	0.133	0.007	-0.074	0.173
Si	5.899	5.964	34.307	-0.092	0.016	0.18
Si	8.581	7.891	0.061	-0.118	0.157	0.17
Si	5.411	11.175	0.173	0.02	-0.032	0.185
Si	8.69	13.537	0.026	-0.124	0.016	0.188
Si	11.228	16.22	0.073	-0.016	0.052	0.202
Si	13.899	2.53	0.161	-0.008	0.087	0.196
Si	10.911	5.659	0.22	0.085	-0.085	0.182
Si	13.878	8.096	0.035	-0.057	0.07	0.202
Si	10.807	11.179	0.015	0.051	-0.079	0.227
Si	13.434	13.978	0.124	0.098	-0.019	0.208
Si	1.396	1.558	1.433	-0.008	0.003	-0.058
Si	4.066	4.325	1.171	0.006	-0.014	-0.054
Si	1.301	7.074	1.537	-0.016	0.003	-0.066
Si	4.114	9.611	1.369	0.007	0.018	-0.042
Si	1.529	12.369	1.593	0.002	-0.019	-0.059
Si	4.142	15.183	1.313	-0.009	-0.017	-0.041
Si	6.773	1.531	1.264	-0.009	0.013	-0.061
Si	9.629	4.167	1.496	-0.003	0.016	-0.049
Si	6.929	6.952	1.458	0.009	-0.019	-0.062
Si	9.623	9.625	1.328	0.017	-0.017	-0.045
Si	6.991	12.445	1.337	0.02	-0.012	-0.047
Si	9.665	15.122	1.443	0.013	-0.011	-0.057
Si	12.352	1.369	1.46	0.013	-0.003	-0.06
Si	14.946	4.209	1.505	0.002	0.002	-0.04
Si	12.396	6.947	1.485	-0.012	0	-0.044
Si	15.038	9.74	1.333	0.013	-0.002	-0.046
Si	12.293	12.4	1.422	-0.006	0.013	-0.054
Si	15.094	15.141	1.366	-0.012	0.008	-0.057
Si	0.031	2.907	2.808	0.007	0.01	0.015
Si	2.751	0.105	2.731	0	-0.004	0.015
Si	16.349	8.423	2.86	0.008	-0.003	0.01
Si	2.757	5.621	2.699	-0.002	-0.004	0.006
Si	0.063	13.799	2.766	-0.001	0.003	0.008
Si	2.861	10.97	2.887	-0.011	0.002	0.015
Si	5.423	2.924	2.652	-0.001	0.001	0.015
Si	8.19	0.141	2.654	-0.007	0.005	0.009
Si	5.507	8.304	2.756	-0.002	0.004	0.012
Si	8.283	5.583	2.84	0.001	0	0.029
Si	5.579	13.833	2.688	0.006	0.01	0.024
Si	8.266	11.012	2.727	-0.009	0	0.015
Si	10.977	2.762	2.8	0	0.006	0.008
Si	13.742	0.045	2.829	-0.001	0.001	0.019
Si	10.998	8.339	2.778	0.006	0.016	0.01
Si	13.645	5.554	2.902	-0.006	-0.015	0.013
Si	10.978	13.759	2.847	0.002	0	0.025
Si	13.705	11.07	2.754	0.003	-0.005	0
Si	1.42	4.265	4.134	-0.006	-0.007	0.002
Si	4.122	1.512	4.07	0.008	0.008	-0.006
Si	1.395	9.693	4.223	-0.005	-0.001	-0.003
Si	4.143	6.93	4.114	-0.001	-0.004	0.001
Si	1.406	15.17	4.139	0.003	0.002	0
Si	4.224	12.445	4.116	-0.005	-0.009	-0.003
Si	6.838	4.204	4.106	0.002	-0.001	-0.009
Si	9.565	1.43	4.116	0.003	0.001	0.004
Si	6.87	9.692	4.116	0.006	0.01	-0.004
Si	9.633	6.976	4.169	-0.005	-0.011	-0.003
Si	6.89	15.184	4.099	-0.009	-0.009	-0.005
Si	9.599	12.375	4.152	0.005	0.011	-0.003
Si	12.279	4.173	4.205	0.002	0.013	0.004
Si	15.09	1.482	4.151	-0.01	-0.005	-0.006
Si	12.354	9.704	4.149	-0.004	-0.004	-0.003
Si	15.05	6.96	4.196	0.006	0.009	-0.003
Si	12.364	15.114	4.197	0.004	0.003	-0.008
Si	15.09	12.426	4.126	0.002	-0.001	0.004
Si	0.048	0.122	5.521	-0.001	0.002	-0.001
Si	2.77	2.858	5.482	-0.001	-0.001	0
Si	0.052	5.604	5.525	0.001	0.002	-0.001
Si	2.778	8.288	5.517	-0.003	-0.001	-0.005
Si	0.038	11.085	5.542	0.003	0	-0.003
Si	2.799	13.79	5.472	-0.003	0.003	0
Si	5.502	0.144	5.454	0	0.002	-0.002
Si	8.213	2.831	5.477	-0.003	0.001	-0.004
Si	5.501	5.574	5.5	0.001	-0.001	-0.006
Si	8.236	8.332	5.504	-0.005	0.006	-0.001
Si	5.542	11.07	5.509	0.003	0	-0.001
Si	8.236	13.785	5.483	-0.003	0.002	-0.003
Si	10.958	0.091	5.506	0	-0.002	-0.002
Si	13.708	2.831	5.525	0	0.002	0.002
Si	10.949	5.579	5.549	-0.002	-0.002	0.004
Si	13.688	8.327	5.543	-0.004	0.001	-0.004
Si	10.982	11.048	5.529	0.002	-0.001	-0.002
Si	13.734	13.762	5.542	-0.001	0	-0.002
Si	1.413	1.496	6.873	-0.003	0	-0.002
Si	4.137	4.209	6.869	0	-0.001	-0.001
Si	1.419	6.945	6.904	0	0.002	0.001
Si	4.15	9.69	6.856	-0.003	0.003	-0.003
Si	1.428	12.448	6.878	-0.001	-0.003	0
Si	4.147	15.172	6.841	0	0.001	-0.004
Si	6.864	1.474	6.861	0.002	0.002	-0.003
Si	9.569	4.203	6.875	-0.003	0.005	0
Si	6.87	6.952	6.865	0	-0.002	-0.002
Si	9.605	9.684	6.886	0.002	0.001	-0.002
Si	6.89	12.43	6.884	-0.001	0.002	0
Si	9.605	15.131	6.875	0.003	-0.002	-0.002
Si	12.329	1.468	6.877	0	0.001	-0.003
Si	15.082	4.216	6.873	0	0.002	-0.002
Si	12.331	6.946	6.903	0.001	-0.001	-0.001
Si	15.076	9.695	6.892	-0.001	-0.002	-0.001
Si	12.351	12.407	6.898	0	0.002	0.001
Si	15.093	15.154	6.889	0	0.001	0
Si	0.039	2.852	8.245	0	0.002	0
Si	2.782	0.12	8.231	-0.003	-0.001	-0.001
Si	0.046	8.323	8.249	-0.001	0.001	0
Si	2.78	5.57	8.257	0.001	0	0
Si	0.06	13.801	8.256	0	0.001	0.001
Si	2.783	11.056	8.233	-0.001	0.001	0
Si	5.505	2.843	8.236	0	-0.001	-0.001
Si	8.234	0.103	8.228	0.002	0	-0.002
Si	5.51	8.324	8.238	-0.002	0.001	-0.002
Si	8.223	5.582	8.247	-0.002	-0.001	0.001
Si	5.504	13.798	8.226	0.001	0.001	0
Si	8.251	11.059	8.253	0	-0.001	0
Si	10.964	2.846	8.236	0	0	-0.001
Si	13.707	0.108	8.248	-0.002	0	-0.001
Si	10.962	8.313	8.26	0.001	-0.001	-0.001
Si	13.717	5.581	8.248	-0.001	0	0
Si	10.978	13.779	8.252	0	0.001	0.001
Si	13.711	11.047	8.268	0.002	-0.002	-0.001
Si	1.405	4.212	9.62	-0.002	-0.001	0.001
Si	4.144	1.478	9.608	-0.001	0	-0.002
Si	1.413	9.693	9.608	-0.001	0	-0.001
Si	4.146	6.953	9.611	-0.001	0.001	0
Si	1.419	15.171	9.62	-0.001	0	0.002
Si	4.146	12.426	9.604	-0.001	0	-0.001
Si	6.862	4.213	9.611	-0.001	0.002	-0.001
Si	9.604	1.471	9.597	0	0.001	-0.002
Si	6.877	9.689	9.615	0	0	-0.001
Si	9.598	6.944	9.621	0.001	0.001	0.002
Si	6.872	15.148	9.605	-0.001	0	-0.003
Si	9.617	12.413	9.625	0.001	0	0
Si	12.339	4.214	9.608	0.001	0.002	0
Si	15.076	1.484	9.613	-0.001	0.001	-0.001
Si	12.338	9.678	9.623	-0.002	0	0.001
Si	15.085	6.95	9.611	0.001	0	0
Si	12.345	15.147	9.617	0	0.001	0
Si	15.092	12.423	9.611	-0.002	0	0.001
Si	0.043	16.533	10.988	0	0.001	0
Si	2.774	2.843	10.978	0	0	-0.001
Si	16.447	5.586	10.984	-0.001	0.001	0.001
Si	2.778	8.325	10.976	-0.001	0.001	0
Si	0.042	11.051	10.979	0	0	0.001
Si	2.778	13.787	10.98	0	-0.001	0
Si	5.508	16.513	10.973	0.001	-0.001	-0.001
Si	8.244	2.845	10.963	0.002	0.001	0
Si	5.504	5.583	10.984	-0.001	-0.001	0
Si	8.239	8.317	10.99	-0.001	0	0
Si	5.513	11.062	10.984	0	0	-0.001
Si	8.238	13.78	10.976	0	0	0
Si	10.969	16.514	10.973	-0.001	0	0.001
Si	13.705	2.85	10.983	-0.001	-0.001	0
Si	10.981	5.585	10.983	0.001	-0.001	0
Si	13.716	8.313	10.976	0	-0.001	0
Si	10.98	11.046	10.995	0.001	-0.001	0.001
Si	13.722	13.784	10.98	0.001	0.001	0.001
Si	1.414	1.489	12.361	-0.001	0.001	0
Si	4.131	4.215	12.344	-0.001	0.001	-0.001
Si	1.405	6.964	12.343	0	-0.002	0.001
Si	4.143	9.693	12.347	0	-0.001	-0.002
Si	1.403	12.419	12.343	0	0.002	0
Si	4.147	15.147	12.352	-0.001	0.001	0
Si	6.886	1.471	12.325	-0.001	0	0
Si	9.609	4.212	12.336	-0.001	0.002	-0.001
Si	6.873	6.944	12.356	0.001	0.002	0
Si	9.61	9.682	12.363	-0.001	0.001	0.003
Si	6.882	12.422	12.365	-0.001	0	0.001
Si	9.61	15.136	12.34	-0.001	0	-0.001
Si	12.329	1.477	12.342	0.001	0.002	-0.001
Si	15.075	4.222	12.353	0	-0.001	0.003
Si	12.355	6.957	12.35	0	0.001	0.002
Si	15.077	9.681	12.344	-0.001	0	0.001
Si	12.364	12.409	12.348	0	0	0.001
Si	15.08	15.159	12.349	-0.001	0	0
Si	16.45	2.862	13.724	0.004	-0.002	0.001
Si	2.781	16.513	13.718	0.002	0.001	-0.001
Si	16.441	8.324	13.717	-0.001	0	0.002
Si	2.766	5.597	13.707	0	0	0.001
Si	16.44	13.78	13.711	-0.001	0.001	0.003
Si	2.768	11.055	13.714	-0.001	-0.001	0.001
Si	5.517	2.836	13.68	-0.002	0.003	-0.001
Si	8.243	16.506	13.698	0.002	-0.003	-0.001
Si	5.509	8.321	13.715	0.001	-0.001	0.002
Si	8.252	5.575	13.714	0.001	-0.002	0.001
Si	5.51	13.788	13.736	0.001	0	0.001
Si	8.253	11.055	13.738	-0.001	0.002	0.003
Si	10.966	2.847	13.711	-0.001	-0.001	0.003
Si	13.695	16.519	13.709	-0.001	0.001	0.002
Si	10.996	8.324	13.724	0.001	-0.001	0.001
Si	13.717	5.598	13.727	-0.001	0.001	0.002
Si	10.99	13.772	13.701	0.002	0	0
Si	13.718	11.037	13.726	0.003	-0.002	0.002
Si	1.396	4.258	15.093	0.003	0	0.004
Si	4.177	1.471	15.064	-0.003	0	0.006
Si	1.39	9.699	15.083	0	-0.002	-0.001
Si	4.132	6.959	15.077	-0.002	0.001	0.003
Si	1.403	15.141	15.074	0.001	0.001	0
Si	4.13	12.414	15.091	-0.003	0.001	0
Si	6.873	4.189	15.056	0	0.001	-0.002
Si	9.601	1.46	15.067	-0.002	0	0.001
Si	6.876	9.68	15.092	-0.001	0	0
Si	9.637	6.943	15.073	0	0.001	0.003
Si	6.893	15.157	15.096	0.001	-0.001	0.004
Si	9.661	12.404	15.098	0	0.003	0.004
Si	12.333	4.227	15.068	0.002	-0.001	0.002
Si	15.064	1.485	15.062	-0.001	0	0
Si	12.351	9.688	15.121	0.002	-0.001	0.007
Si	15.083	6.969	15.11	0	-0.001	0.009
Si	12.332	15.141	15.08	0	-0.001	0.002
Si	15.076	12.411	15.087	0	-0.002	-0.002
Si	16.395	16.48	16.409	0.012	0.012	0.007
Si	2.806	2.867	16.376	-0.004	0	0.012
Si	16.445	5.625	16.509	0.001	-0.001	-0.007
Si	2.741	8.319	16.441	0.006	0.002	0.003
Si	16.456	11.075	16.47	-0.009	-0.003	0.004
Si	2.769	13.79	16.464	-0.004	-0.005	-0.005
Si	5.533	16.528	16.482	0	-0.001	-0.005
Si	8.203	2.79	16.43	0.005	0.004	0.001
Si	5.527	5.582	16.402	-0.008	-0.011	0.005
Si	8.296	8.329	16.43	-0.005	-0.006	0.002
Si	5.482	11.031	16.453	0.01	0.008	0.005
Si	8.305	13.794	16.426	0.004	-0.001	0.008
Si	10.982	16.529	16.443	-0.006	-0.008	0.006
Si	13.722	2.887	16.42	-0.003	-0.006	0
Si	10.971	5.568	16.465	0.012	0.015	0.004
Si	13.716	8.327	16.494	-0.006	-0.004	0.006
Si	11.006	11.049	16.532	-0.001	-0.003	-0.005
Si	13.667	13.74	16.446	0.009	0.006	0.002
Si	1.395	1.487	17.65	-0.006	0.008	-0.016
Si	4.158	4.232	17.771	0.005	-0.003	-0.023
Si	1.393	7.02	17.893	0.007	-0.008	-0.005
Si	4.088	9.657	17.825	-0.011	-0.007	-0.018
Si	1.409	12.441	17.859	0.005	0.001	-0.015
Si	4.163	15.144	17.816	-0.003	0.001	-0.014
Si	6.876	1.476	17.909	0.003	0.001	0
Si	9.576	4.139	17.758	-0.008	-0.007	-0.016
Si	6.95	6.922	17.733	-0.003	0.012	-0.014
Si	9.642	9.651	17.879	-0.001	0.002	0
Si	6.938	12.389	17.725	0.007	0.004	-0.022
Si	9.623	15.184	17.842	-0.007	0.003	-0.009
Si	12.383	1.504	17.762	0.006	0.003	-0.016
Si	15.042	4.254	17.839	0.004	-0.006	0.005
Si	12.351	6.926	17.851	-0.003	0.003	-0.013
Si	15.07	9.747	17.85	0.007	-0.002	-0.018
Si	12.348	12.434	17.938	-0.001	0.004	-0.002
Si	15.027	15.082	17.791	-0.01	-0.009	-0.021
Si	16.465	2.836	19.05	0.003	-0.012	0.077
Si	2.718	16.553	19.049	-0.014	0.01	0.063
Si	16.423	8.428	19.264	-0.014	0.002	0.061
Si	2.801	5.597	19.159	0.014	0	0.055
Si	16.362	13.742	19.225	0.004	0.007	0.04
Si	2.758	11.063	19.245	0.02	-0.004	0.051
Si	5.498	2.903	19.227	-0.009	0.008	0.058
Si	8.275	16.524	19.289	0.011	-0.003	0.069
Si	5.544	8.245	19.056	0.001	-0.003	0.061
Si	8.244	5.508	19.126	0.008	0.004	0.051
Si	5.624	13.768	19.09	0.013	-0.018	0.056
Si	8.233	11.025	19.185	-0.005	0.005	0.059
Si	10.981	2.823	19.114	0.004	0.002	0.056
Si	13.699	16.502	19.119	0.007	0.008	0.052
Si	10.994	8.266	19.267	0.003	-0.01	0.063
Si	13.699	5.586	19.294	-0.006	0.004	0.068
Si	10.967	13.844	19.273	-0.007	0.01	0.057
Si	13.737	11.075	19.322	0.001	-0.011	0.056
Si	1.548	4.05	20.398	-0.047	0.047	-0.211
Si	3.745	1.807	20.343	0.059	-0.024	-0.196
Si	1.147	10.013	20.652	0.031	-0.041	-0.241
Si	4.462	6.691	20.433	-0.044	-0.006	-0.227
Si	1.144	15.394	20.356	0.027	-0.013	-0.17
Si	4.572	12.104	20.341	-0.091	0.009	-0.185
Si	6.694	4.466	20.586	0.026	-0.092	-0.215
Si	9.914	1.302	20.557	-0.084	0.013	-0.233
Si	6.669	9.747	20.446	0.104	-0.026	-0.197
Si	9.837	6.573	20.472	0.005	0.082	-0.228
Si	7.112	14.893	20.562	-0.018	0.072	-0.219
Si	9.332	12.652	20.497	0.044	-0.045	-0.247
Si	12.066	4.348	20.527	0.099	-0.006	-0.201
Si	15.357	1.218	20.335	-0.027	0.032	-0.23
Si	12.564	9.464	20.591	-0.072	0.021	-0.229
Si	14.825	7.27	20.562	0.028	-0.084	-0.246
Si	12.149	15.464	20.574	0.01	-0.084	-0.233
Si	15.261	12.243	20.767	-0.05	0.056	-0.215
Si	0.963	14.209	25.688	-0.067	0.052	0.012
Si	2.98	3.359	25.143	-0.088	-0.039	0.055
Si	2.885	8.294	22.736	0.009	0.047	-0.057
Si	4.269	12.868	23.299	0.057	-0.023	0.056
Si	2.162	14.95	23.204	0.034	-0.019	-0.037
Si	8.13	2.68	22.768	0.026	0.005	0.012
Si	6.425	16.471	23.233	-0.009	-0.029	0.021
Si	7.3	5.107	27.332	0.04	0.019	0.065
Si	8.412	8.319	22.626	-0.055	0.003	-0.01
Si	3.684	10.367	24.737	0.003	0.016	-0.035
Si	8	16.046	25.821	-0.04	0.053	0.048
Si	13.544	13.886	23.003	0.066	-0.049	-0.037
Si	9.738	14.019	26.774	0.062	-0.112	-0.03
Si	8.038	10.196	26.789	-0.027	0.052	0.005
Si	1.632	6.08	24.616	0.018	0.014	0.099
Si	10.57	10.69	22.663	0.056	0.032	-0.023
Si	0.404	3.063	26.913	0.041	-0.085	0.017
Si	4.399	4.077	27.631	-0.06	0.005	-0.042
Si	16.067	5.349	22.632	0.069	-0.015	-0.02
Si	2.072	12.833	29.082	0.005	-0.053	0.048
Si	2.557	15.533	27.775	0.036	0.051	0.006
Si	3.725	1	23.272	-0.013	-0.051	0.048
Si	8.786	2.742	25.875	0.02	-0.017	-0.044
Si	12.813	4.717	32.267	-0.021	0.016	-0.016
Si	8.147	7.516	25.696	0.041	0.035	0.032
Si	6.073	11.929	25.409	0.034	0.015	-0.022
Si	10.755	1.008	31.395	0.061	0.028	0.097
Si	14.461	15.18	25.796	-0.06	-0.01	0.063
Si	13.94	3.002	22.562	-0.024	-0.016	-0.026
Si	12.908	10.187	26.658	0.028	0.012	-0.02
Si	15.527	10.042	27.909	0.034	-0.02	0.073
Si	11.703	12.239	24.937	-0.012	0.066	0.043
Si	1.028	1.123	29.279	-0.016	0.055	-0.034
Si	15.273	5.497	30.804	-0.003	-0.06	-0.083
Si	1.672	5.744	27.543	0.031	-0.032	-0.012
Si	15.399	12.675	29.442	0.015	-0.037	-0.011
Si	1.669	11.25	26.743	0.088	0.075	0.049
Si	3.996	1.345	29.161	-0.036	-0.022	-0.037
Si	5.634	7.485	31.433	0.058	-0.035	0.077
Si	11.651	2.853	27.299	-0.133	0.008	0.004
Si	6.886	13.872	27.521	0.058	0.018	0.02
Si	8.584	10.361	29.733	-0.039	0.042	-0.053
Si	13.271	14.801	28.578	-0.154	-0.004	-0.069
Si	11.44	10.062	29.2	0.017	-0.08	0.007
Si	14.179	1.97	25.526	0.048	-0.038	0.039
Si	10.476	14.745	29.641	0.003	-0.092	0.036
Si	10.57	8.708	26.86	-0.079	-0.109	0.009
Si	1.303	4.809	32.253	-0.036	-0.083	0.001
Si	6.291	0.605	31.307	0.026	-0.028	-0.006
Si	2.739	7.495	31.545	-0.056	0.054	0.028
Si	0.675	15.991	31.66	0.007	0.016	-0.045
Si	2.938	14.118	31.444	0.037	-0.033	0.042
Si	8.4	2.901	31.527	0.064	-0.016	0
Si	8.024	5.769	30.221	0.051	0.033	0.033
Si	6.288	10.649	31.528	-0.068	-0.032	-0.043
Si	0.509	7.794	29.71	-0.009	-0.012	-0.079
Si	8.105	14.554	31.413	0.053	0.016	-0.02
Si	5.702	13.247	30.483	-0.053	-0.091	-0.078
Si	9.298	8.069	31.503	-0.053	0.056	-0.006
Si	13.134	4.115	29.389	0.021	0.043	-0.047
Si	12.012	9.577	32.102	-0.005	0.021	0.04
Si	12.772	1.341	29.432	0.025	-0.043	-0.027
Si	15.487	13.273	32.33	0.018	0.023	0.042
O	0.794	16.696	33.12	0.333	0.242	-0.089
O	15.223	1.914	33.945	0.108	0.114	0.101
O	2.192	3.552	32.816	-0.22	-0.063	-0.045
O	4.106	1.96	33.788	0.089	-0.156	0.034
O	0.559	5.461	33.518	-0.062	-0.303	0.198
O	15.208	7.429	33.972	0.025	-0.156	-0.113
O	2.95	8.194	33.005	0.044	-0.27	0.147
O	1.659	8.386	30.702	-0.099	0.311	0.182
O	16.411	12.376	33.313	0.142	-0.045	-0.142
O	1.481	10.199	33.898	0.13	0.164	-0.241
O	2.604	14.076	33.027	-0.219	-0.224	-0.082
O	2.111	15.474	31.04	-0.066	0.246	0.028
O	5.746	16.573	32.792	0.124	-0.33	-0.104
O	7.416	15.923	30.813	0.018	-0.034	-0.336
O	8.827	3.174	33.071	0.255	0.046	0.042
O	6.977	4.77	33.907	-0.14	-0.163	-0.304
O	5.571	6.86	32.957	0.14	0.267	-0.084
O	6.646	6.566	30.565	-0.13	0.085	-0.188
O	8.756	8.792	30.143	-0.168	-0.03	-0.212
O	8.322	8.521	32.764	-0.049	-0.213	-0.031
O	6.179	10.934	33.122	0.246	-0.286	-0.078
O	4.437	12.723	34.058	-0.056	-0.122	-0.107
O	8.575	14.81	32.952	0.13	0.425	-0.137
O	6.91	13.471	31.544	-0.019	-0.195	0.278
O	9.689	2.135	30.905	0.034	0.204	-0.391
O	10.664	0.79	33.002	-0.302	0.244	0.071
O	13.19	3.391	33.132	0.023	-0.211	-0.291
O	14.439	5.097	29.445	0.188	0.127	-0.169
O	14.209	5.538	32.045	0.116	-0.023	0.211
O	9.823	7.102	34.167	-0.017	-0.066	-0.145
O	13.285	8.952	32.918	-0.019	-0.237	0.128
O	9.84	12.73	33.856	0.099	-0.111	0.105
O	11.529	10.902	32.938	0.009	0.033	-0.056
O	14.086	13.605	33.081	-0.146	0.022	-0.009
O	12.488	15.519	33.894	0.188	0.083	-0.209
O	0.876	4.699	21.754	-0.1	0.036	0.199
O	2.613	4.794	24.485	0.112	0.037	-0.213
O	4.245	1.109	21.735	0.366	-0.087	-0.097
O	2.647	2.92	20.882	-0.035	-0.155	-0.002
O	1.879	9.321	21.961	-0.06	-0.071	0.078
O	3.839	9.053	23.813	0.224	0.082	0.157
O	5.57	5.605	21.035	-0.159	0.17	-0.095
O	3.838	7.505	21.704	0.068	0.325	0.033
O	0.902	14.414	24.075	-0.136	-0.144	-0.04
O	1.849	14.644	21.641	0.233	-0.282	-0.072
O	4.282	12.96	21.697	-0.234	0.389	0.069
O	3.526	14.235	23.746	-0.077	-0.042	0.295
O	8.632	3.097	24.275	0.118	0.317	-0.049
O	7.45	3.937	21.965	-0.237	-0.003	0.004
O	9.393	2.095	21.909	0.1	0.04	-0.009
O	11.038	16.595	21.067	-0.11	-0.088	0.164
O	7.142	8.979	21.835	0.037	-0.066	0.145
O	5.534	10.866	20.885	0.048	-0.14	0.045
O	9.015	7.059	21.806	-0.004	-0.031	0.013
O	8.017	7.777	24.099	0.079	0.174	-0.005
O	6.406	15.492	21.927	-0.148	-0.2	0.16
O	4.985	16.662	23.974	-0.05	0.046	0.121
O	9.97	11.948	21.83	0.223	0.136	0.092
O	8.219	13.753	21.044	-0.172	-0.04	-0.128
O	10.948	5.468	21.024	-0.23	-0.11	-0.072
O	12.545	3.489	21.863	0.1	0.151	0.217
O	14.683	1.895	21.653	0.072	-0.178	-0.015
O	16.454	16.516	20.904	0.081	-0.068	0.195
O	13.681	8.346	21.096	-0.174	0.212	0.147
O	11.951	10.175	21.953	0.209	0.003	0.211
O	15.569	6.727	21.927	-0.058	0.186	0.213
O	13.755	2.302	23.998	-0.057	0.115	0.066
O	12.921	14.945	21.931	-0.134	0.162	0.188
O	12.291	13.113	23.699	0.012	-0.202	-0.291
O	16.444	11.138	21.207	0.024	-0.066	-0.056
O	14.574	12.908	22.146	0.172	0.008	-0.09
O	14.235	14.641	24.27	0.152	0.053	-0.006
O	1.739	2.715	26.012	-0.097	-0.284	-0.219
O	4.283	3.529	26.101	0.159	0.137	-0.266
O	2.005	7.236	23.568	-0.219	-0.062	0.058
O	2.516	10.217	25.835	-0.261	-0.156	-0.141
O	0.266	10.492	26.888	0.001	-0.112	-0.253
O	3.334	11.62	23.76	-0.159	0.19	-0.041
O	2.911	14.101	28.482	0.381	-0.152	-0.037
O	1.4	12.684	26.03	-0.117	0.071	-0.185
O	3.416	2.438	23.905	0.085	-0.05	0.063
O	7.352	15.806	24.365	0.079	0.002	-0.12
O	6.994	1.529	22.826	0.014	0.233	-0.222
O	7.823	3.658	26.81	-0.192	-0.132	0.13
O	10.316	3.009	26.394	0.106	0.146	0.08
O	5.744	4.97	27.795	-0.041	-0.14	0.084
O	7.386	8.73	26.482	-0.256	-0.012	0.193
O	9.722	7.469	26.225	0.228	0.018	0.201
O	5.045	10.679	25.563	0.072	-0.195	0.096
O	5.762	12.659	23.967	-0.027	0.16	-0.181
O	9.357	15.148	25.675	-0.006	0.128	-0.243
O	2.352	16.552	23.398	-0.158	0.091	0.168
O	13.314	14.74	26.916	0.009	0.12	0.021
O	12.017	14.184	29.474	-0.035	-0.036	0.175
O	15.9	14.575	26.29	0.081	0.006	0.126
O	14.503	0.394	25.725	0.246	-0.017	0.138
O	9.653	10.059	26.664	0.265	0.138	0.164
O	7.428	6.12	26.063	0.176	-0.042	0.021
O	16.113	8.963	28.953	-0.192	0.092	0.105
O	11.961	8.985	26.061	0.127	0.016	0.028
O	10.749	11.149	24.205	0.094	-0.241	-0.097
O	9.545	9.456	22.709	0.155	0.022	0.171
O	0.326	2.208	28.298	0.017	0.082	0.195
O	2.15	15.209	26.232	0.073	-0.111	0.031
O	3.084	5.01	27.941	0.085	0.203	0.339
O	4.537	2.773	28.599	0.209	0.021	-0.016
O	0.498	4.63	27.344	-0.073	0.01	0.142
O	0.129	5.62	24.169	-0.157	-0.125	0.159
O	0.481	13.083	28.954	-0.114	0.086	-0.049
O	2.415	11.503	28.195	0.062	0.095	0.233
O	1.206	16.17	28.407	-0.044	-0.294	-0.185
O	7.043	15.436	27.025	-0.33	0.199	0.003
O	3.789	16.597	27.985	-0.015	-0.199	-0.287
O	9.232	6.498	31.059	0.305	0.09	-0.004
O	8.342	1.193	26.12	-0.077	-0.052	0.099
O	11.492	1.672	28.436	-0.202	-0.037	0.031
O	12.113	4.236	28.102	0.012	0.174	0.076
O	8.034	4.232	30.705	0.113	-0.216	-0.016
O	7.711	10.562	28.357	-0.116	0.275	0.123
O	10.106	10.944	29.584	0.047	0.169	0.236
O	5.853	13.062	26.554	-0.274	-0.074	0.052
O	7.538	11.253	25.644	-0.022	-0.197	-0.006
O	10.432	16.108	30.499	0.048	-0.081	0.006
O	8.397	13.226	27.324	-0.027	-0.145	0.13
O	13.477	16.365	28.997	0.06	0.09	-0.017
O	15.488	2.81	26.008	-0.062	-0.085	-0.281
O	12.881	2.408	26.364	0.054	0.019	-0.099
O	12.28	10.823	28.038	-0.015	0.338	0.113
O	14.326	9.469	26.979	-0.017	-0.165	-0.025
O	14.826	4.337	22.702	-0.056	0.151	0.154
O	10.851	13.047	26.088	0.231	-0.149	-0.086
O	12.966	11.45	25.629	0.231	0.004	0.12
O	2.504	1.655	29.772	-0.024	-0.192	0.035
O	0.137	0.71	30.591	-0.268	0.009	0.167
O	1.249	6.778	28.694	-0.019	-0.126	0.028
O	1.745	6.607	26.151	-0.153	0.312	0.043
O	2.287	5.935	31.639	-0.037	-0.113	0.057
O	16.126	14.689	31.842	-0.194	0.007	-0.191
O	15.252	12.351	31.023	-0.164	-0.348	0.171
O	14.534	13.969	29.086	0.255	0.019	-0.05
O	2.394	12.763	30.682	0.156	-0.177	0.187
O	4.155	7.403	30.767	-0.084	-0.133	-0.031
O	7.037	2.029	31.464	-0.099	0.022	0.217
O	5.061	0.777	30.253	0.053	0.019	0.221
O	5.966	9.077	31.312	-0.069	0.087	-0.069
O	8.164	5.709	28.589	-0.059	0.208	-0.188
O	11.709	5.562	33.105	0.055	0.051	-0.062
O	4.496	14.23	30.988	-0.061	0.008	-0.241
O	6.252	13.709	29.012	0.056	-0.072	-0.099
O	5.303	11.658	30.652	0.051	-0.098	-0.178
O	7.792	11.011	30.984	0.222	0.208	-0.064
O	13.793	2.606	29.32	0.047	-0.106	0.171
O	12.289	1.35	30.989	0.086	0.057	0.04
O	12.377	9.925	30.54	0.159	0.107	-0.075
O	10.809	8.485	31.945	-0.055	-0.022	-0.11
O	15.836	6.998	30.62	-0.065	0.281	0.205
O	10.148	14.931	28.063	0.037	0.284	-0.144
O	9.285	13.925	30.431	-0.176	0.031	0.122
O	10.973	8.632	28.471	-0.258	-0.181	0.187
O	14.935	11.327	28.694	-0.159	0.024	0.03
O	0.125	4.471	31.146	-0.121	-0.154	-0.195
O	12.262	4.343	30.77	-0.245	0.072	0.132

Results
total energy: -108581.539 eV
total energy less fixed offsets of O -438.35, Si -107.03 eV per atom: -1.309 eV
